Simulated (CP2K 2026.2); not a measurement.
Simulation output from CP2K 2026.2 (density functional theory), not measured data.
Periodic cell of 501 atoms, Si360O141, from a study of silicon, its oxide and their interface. The atomic structure is a simulated model.
Doubt: the forces sum to 3.00 eV/angstrom along one axis rather than to zero, so they err by at least 0.0060 eV/angstrom per atom on average; the grid cutoff is modest.

Settings
functional: PBE
method: Gaussian and plane waves
basis set: DZVP-MOLOPT-SR-GTH
pseudopotentials: GTH-PBE
grid cutoff: 300 Ry, relative cutoff 40 Ry
k points: Gamma only
occupations: fixed
spin: none
net charge: 0

Cell vectors (angstrom)
a 16.32 0 0
b 0 16.32 0
c -3.4105 -2.6406 33.768

Atoms and the computed forces on them: element, x, y, z (angstrom), force x, y, z (eV/angstrom)
Si -1.25 -1.362 2.63 -0.324 0.326 0.277
Si 1.328 1.271 2.666 -0.006 0.028 0.01
Si -1.437 4.002 2.668 0.009 -0.001 -0.057
Si 1.058 7.01 2.84 0.132 -0.047 0.703
Si -1.06 -7.091 2.901 -0.044 0.059 0.68
Si 1.776 -4.506 3.082 0.023 0.074 -0.096
Si 4.123 -1.609 2.674 -0.242 0.36 0.205
Si 6.885 1.096 2.654 0.06 0.023 0.034
Si 4.176 4.017 2.751 0.056 -0.03 -0.022
Si 6.756 6.982 2.826 -0.072 -0.04 -0.075
Si 3.51 10.177 2.995 -0.022 -0.017 0.006
Si -9.108 -4.548 2.929 0.186 -0.029 -0.049
Si -6.501 -1.637 2.777 0.036 -0.034 -0.044
Si -3.938 1.399 2.594 -0.06 -0.04 -0.055
Si -6.751 4.125 2.771 -0.04 -0.022 0.011
Si -4.119 6.784 2.632 0.246 -0.368 0.274
Si -7.39 -6.306 2.876 -0.163 0.249 0.541
Si -4.693 -3.371 2.532 -0.031 0.081 0.047
Si 0.04 -0.06 4.111 0.013 -0.008 -0.049
Si 2.67 2.714 4.012 -0.01 -0.068 0.018
Si -0.111 5.4 4.069 0.001 0.039 -0.021
Si 2.652 8.241 4.095 0.028 -0.017 -0.051
Si 0.04 -5.52 4.252 -0.032 -0.056 0.021
Si 2.787 -2.758 4.228 -0.005 0.062 0.026
Si 5.466 -0.168 4.034 -0.017 -0.022 0.044
Si -8.154 2.646 3.978 -0.031 0.003 0.014
Si 5.48 5.445 4.101 -0.001 0.028 0.014
Si -8.256 8.291 4.234 0.051 0.05 0.019
Si 5.413 10.921 4.246 0.021 -0.038 -0.08
Si -8.089 -2.77 4.122 -0.061 -0.012 0.003
Si -5.353 0.033 3.986 0.002 0.021 0.056
Si -2.721 2.701 4.129 -0.002 0.008 0.02
Si -5.484 5.538 4.135 0.023 0.041 -0.049
Si -2.748 8.096 4.052 -0.02 0.024 -0.064
Si -5.517 -5.254 3.876 0.045 -0.055 -0.093
Si -2.826 -2.617 3.897 0.04 -0.051 -0.112
Si -1.335 1.337 5.446 -0.017 0.004 0.007
Si 1.321 4.07 5.396 0.022 0.018 0.031
Si -1.44 6.743 5.477 0.026 0.003 0.033
Si 1.359 9.472 5.633 0.038 0.009 -0.025
Si -1.454 -4.043 5.314 -0.039 -0.01 0.017
Si 1.378 -1.376 5.491 0.037 -0.005 0.043
Si 4.071 1.3 5.332 -0.01 0.025 -0.019
Si 6.851 4.052 5.394 0.015 -0.009 -0.007
Si 4.053 6.817 5.4 -0.038 0.012 0.014
Si 6.677 9.522 5.622 0.033 -0.012 -0.002
Si 4.165 12.309 5.628 -0.082 0.003 -0.009
Si -9.483 -1.416 5.455 -0.014 0.003 0.017
Si -6.767 1.349 5.362 0.005 -0.012 0.015
Si -4.1 4.108 5.439 -0.007 -0.012 -0.019
Si -6.837 6.884 5.481 -0.009 -0.002 0.037
Si -4.13 -6.717 5.252 -0.018 0.053 0.023
Si -6.761 -4.083 5.508 -0.027 0.048 0.003
Si -4.027 -1.285 5.42 -0.052 -0.002 0.001
Si -2.687 0.009 6.825 -0.013 0.03 0.021
Si 0.008 2.713 6.794 -0.024 0.007 0.016
Si -2.762 5.416 6.852 0.019 0.02 0.011
Si -0.056 8.094 6.861 -0.036 -0.03 -0.013
Si -2.768 -5.421 6.707 0.006 -0.006 -0.004
Si -0.056 -2.744 6.756 0.015 0.02 -0.029
Si 2.746 0.006 6.804 -0.004 0.003 -0.019
Si 5.436 2.688 6.715 0.008 -0.014 -0.024
Si 2.682 5.446 6.751 0.025 -0.008 0.024
Si 5.363 8.108 6.893 -0.038 -0.035 -0.004
Si 2.751 10.888 6.89 0 -0.059 -0.023
Si 5.518 -2.679 6.935 0.02 0.023 0.023
Si -8.117 -0.009 6.754 0.006 0.006 -0.004
Si -5.455 2.719 6.768 0.006 0.016 0.012
Si -8.158 5.436 6.793 -0.001 -0.026 -0.012
Si -5.435 8.257 6.749 0.006 -0.004 -0.01
Si -8.168 -5.428 6.854 -0.021 0.017 -0.026
Si -5.396 -2.677 6.791 0.047 0.003 -0.017
Si -1.349 -1.371 8.167 -0.007 0.002 -0.001
Si 1.375 1.365 8.156 0.013 -0.007 -0.001
Si -1.364 4.06 8.168 0.005 -0.024 0.01
Si 1.337 6.756 8.187 0.02 -0.012 0.001
Si -1.418 9.532 8.122 -0.012 0.026 -0.008
Si 1.322 12.247 8.158 -0.004 0.008 -0.018
Si 4.095 -1.322 8.203 0 -0.001 0.006
Si 6.81 1.354 8.106 0.009 -0.011 -0.015
Si 4.075 4.066 8.092 -0.037 0.014 -0.008
Si 6.783 6.757 8.179 0.009 0.01 0.003
Si 4.06 9.503 8.25 0.019 0.006 0.005
Si 6.844 12.246 8.25 -0.013 0.003 0.013
Si -6.774 -1.347 8.157 -0.034 -0.004 0.007
Si -4.08 1.373 8.143 0.012 0.006 0.008
Si -6.798 4.078 8.148 0.008 0.027 -0.009
Si -4.11 6.847 8.134 -0.008 0.016 0.003
Si -6.798 -6.788 8.179 -0.005 0.005 0.006
Si -4.071 -4.068 8.141 0.005 -0.032 -0.004
Si 0.012 -0.001 9.514 0.005 0.006 0.001
Si 2.729 2.732 9.505 -0.008 -0.003 0.007
Si -0.015 5.409 9.545 0.009 0.009 0.005
Si 2.681 8.134 9.556 -0.004 0.006 0.007
Si -0.035 10.873 9.5 0.01 -0.004 0.005
Si 2.702 -2.707 9.51 0.007 0.009 -0.012
Si 5.468 0.03 9.532 -0.021 -0.011 0.002
Si 8.153 2.715 9.493 -0.006 0.006 -0.003
Si 5.415 5.403 9.515 0.017 0.001 -0.005
Si 8.156 8.145 9.514 -0.002 -0.008 -0.007
Si 5.455 10.869 9.565 0.007 -0.008 0.008
Si 8.205 -2.699 9.56 0.001 -0.009 0.015
Si -5.425 0.013 9.517 -0.004 -0.007 0
Si -2.725 2.713 9.523 -0.005 0.006 0.005
Si -5.451 5.462 9.498 -0.006 -0.009 -0.001
Si -2.749 8.178 9.514 0.007 -0.004 0.001
Si -5.435 -5.42 9.522 -0.025 0.019 0.007
Si -2.715 -2.726 9.521 0.003 -0.006 0.007
Si -1.365 1.371 16.314 0.016 0.019 -0.001
Si 1.319 4.091 16.261 0 -0.005 -0.011
Si -1.398 6.807 16.36 -0.002 0 -0.006
Si 1.314 9.532 16.32 -0.013 0.003 -0.009
Si -1.357 -4.097 16.335 0.005 -0.006 0.005
Si 1.362 -1.371 16.327 -0.017 0.016 0.004
Si 4.11 1.344 16.295 0 -0.001 -0.001
Si 6.826 4.062 16.318 0.016 -0.011 0
Si 4.07 6.818 16.254 0.001 0.009 -0.012
Si 6.8 9.493 16.327 0.005 -0.008 -0.01
Si 4.056 -4.088 16.299 0.033 -0.01 0.011
Si 6.813 -1.355 16.272 -0.018 -0.004 -0.004
Si -6.764 1.391 16.316 0 0.021 -0.003
Si -4.097 4.096 16.37 -0.001 0.001 0.013
Si -6.8 6.784 16.37 -0.011 0.011 -0.003
Si -4.072 9.501 16.365 0.002 -0.005 0.009
Si -6.783 -4.085 16.312 -0.016 0.002 -0.008
Si -4.06 -1.346 16.329 -0.008 0.005 -0.007
Si -2.696 0.01 17.697 0.002 0.017 -0.007
Si -0.023 2.762 17.656 -0.019 -0.016 -0.022
Si -2.749 5.456 17.755 0.002 0.011 0.017
Si -0.046 8.187 17.712 0.019 0.031 -0.008
Si -2.707 -5.451 17.719 0.009 0.013 -0.013
Si 0.001 -2.739 17.694 0.014 -0.007 0
Si 2.76 -0.015 17.655 0.024 -0.014 0.008
Si 5.472 2.692 17.662 0.017 0.01 0
Si 2.662 5.489 17.561 -0.034 -0.001 -0.017
Si 5.425 8.112 17.664 0.01 -0.016 0.005
Si 2.671 10.892 17.67 -0.017 -0.006 0.008
Si 5.419 -2.69 17.61 -0.006 0.002 -0.003
Si -8.121 -0.004 17.61 -0.014 -0.022 -0.023
Si -5.445 2.735 17.751 -0.033 -0.039 0.012
Si -8.153 5.394 17.724 0.001 -0.013 -0.004
Si -5.438 8.146 17.739 -0.002 0.022 0
Si -8.121 -5.475 17.659 0.005 -0.03 0.002
Si -5.435 -2.706 17.669 0.013 0.002 -0.023
Si -1.38 -1.408 19.047 0.005 -0.018 0.016
Si 1.38 1.386 18.921 -0.02 0.038 -0.011
Si -1.349 4.108 19.092 -0.004 -0.014 -0.012
Si 1.323 6.788 19.003 -0.029 -0.018 -0.006
Si -1.351 -6.765 19.142 -0.001 -0.022 0.018
Si 1.381 -4.038 19.1 0.005 0.01 0.001
Si 4.078 -1.395 19.065 0.008 -0.018 -0.018
Si -9.496 1.257 19.005 0.016 -0.044 -0.027
Si 4.039 4.143 18.839 0.024 -0.015 -0.029
Si -9.552 6.733 19.051 0.002 -0.006 -0.02
Si 4.005 9.461 18.957 -0.034 0.013 0.019
Si -9.496 -4.043 18.881 0.01 -0.007 -0.026
Si -6.731 -1.276 19.008 -0.028 0.051 0.054
Si -4.004 1.408 19.072 0.009 0.011 -0.034
Si -6.859 4.022 19.163 -0.014 0.032 -0.015
Si -4.127 6.79 19.158 -0.014 -0.005 -0.001
Si -6.794 9.498 19.108 0.012 0.034 -0.02
Si -4.12 -4.103 19.024 -0.017 -0.039 -0.031
Si 0.103 -0.032 20.244 0.064 -0.019 -0.003
Si 2.738 2.806 20.2 -0.034 0.01 -0.017
Si 0.004 5.481 20.448 0.03 0.046 -0.047
Si 2.672 8.094 20.382 0.015 -0.009 0.039
Si 0.06 -5.379 20.5 -0.039 -0.03 0.009
Si 2.749 -2.698 20.522 -0.052 -0.026 -0.016
Si 5.446 -0.053 20.411 0.015 0.026 -0.008
Si -8.235 2.572 20.482 -0.012 0.059 0.048
Si 5.345 5.356 20.345 -0.013 -0.061 0.034
Si -8.188 8.088 20.403 0.001 -0.031 -0.007
Si 5.403 10.911 20.112 0 -0.008 0.013
Si -8.151 -2.667 20.229 -0.028 -0.015 0.028
Si -5.344 0.071 20.428 -0.006 -0.015 0.009
Si -2.644 2.736 20.492 -0.04 -0.006 0.009
Si -5.485 5.381 20.543 0.032 0.002 0.036
Si -2.773 -8.105 20.494 -0.027 -0.002 -0.017
Si -5.446 -5.407 20.473 0.01 0.003 -0.02
Si -2.806 -2.767 20.403 0.015 0.034 0.006
Si -1.165 1.294 21.653 -0.031 0.013 0.039
Si 1.453 4.115 21.699 0.044 -0.021 0.057
Si -1.268 6.965 21.785 0.001 -0.033 0.022
Si 1.5 -6.758 21.822 0.032 0.016 0.009
Si -1.363 -3.978 21.804 0.035 -0.069 -0.02
Si 1.473 -1.156 21.822 0.061 0.053 -0.018
Si 4.278 1.655 21.532 0.012 0 0.016
Si -10.249 3.395 21.483 -0.095 -0.198 -0.669
Si 4.064 6.76 21.769 -0.008 -0.016 0.043
Si 5.083 8.604 22.808 0.014 0.011 0.043
Si 4.202 -4.159 21.689 0.022 -0.007 0.113
Si 6.846 -1.451 21.746 -0.061 -0.005 0.105
Si -6.749 1.308 21.87 -0.001 0.028 0.068
Si -4.085 3.999 21.91 -0.206 -0.206 -0.385
Si -6.887 6.766 21.879 0.263 0.228 -0.293
Si -4.073 -6.696 21.906 0.001 -0.002 -0.019
Si -6.849 -3.95 21.685 0.027 0.011 0.023
Si -4.072 -1.361 21.835 0.013 0.013 0.02
Si -2.112 -0.485 22.885 0.062 -0.113 -0.562
Si -0.478 3.337 24.587 0.397 -0.345 -0.325
Si -2.079 5.784 23.604 0.035 0.267 -0.47
Si -0.166 8.545 23.093 0.346 -0.167 -0.729
Si -2.444 -5.545 23.243 -0.241 0.287 -0.602
Si -0.398 -2.149 22.928 0.033 0.018 0.057
Si 2.529 0.755 23.004 -0.187 0.168 -0.549
Si -9.377 3.497 24.451 0.376 0.674 0.121
Si 2.807 5.36 23.227 -0.058 0.107 -0.723
Si -9.604 9.598 21.476 0.029 0.013 0.002
Si -10.142 -7.973 -1.855 0.058 0.001 -0.016
Si 5.969 -3.29 22.97 0.188 -0.097 -0.673
Si -9.685 -5.358 27.99 -0.028 0.088 -0.121
Si -5.328 2.624 23.33 -0.132 -0.036 -0.649
Si -8.338 5.569 24.502 -0.262 -0.573 -0.123
Si -5.616 -8.016 23.101 0.127 -0.031 -0.71
Si -8.677 -4.968 22.712 -0.037 0.021 0.005
Si -5.951 -2.236 23.08 -0.153 0.169 -0.556
Si 3.182 0.985 26.091 0.031 0.038 -0.132
Si -4.041 5.171 -3.403 0.045 -0.089 -0.079
Si 0.623 2.268 22.867 0.021 -0.067 0.035
Si 1.196 7.063 25.458 0.072 -0.021 -0.082
Si -10.473 6.676 -4.47 0.042 0.11 -0.12
Si -2.545 -4.214 26.08 0.059 -0.176 -0.092
Si 3.417 -5.977 22.958 0.064 -0.111 -0.685
Si 2.546 -4.652 25.637 0.153 -0.088 -0.093
Si 4.186 3.788 25.491 0.032 -0.005 -0.012
Si -10.171 8.115 24.808 -0.241 0.128 -0.574
Si -4.941 2.403 -4.626 -0.058 0.125 0.046
Si 3.698 -6.144 -1.934 -0.046 -0.135 0.099
Si -7.691 -0.543 22.965 0.061 -0.041 -0.019
Si -2.927 1.395 24.981 0.039 -0.077 -0.162
Si -2.299 3.694 28.652 0.02 -0.022 -0.063
Si -4.057 6.873 25.481 -0.022 0.05 0.009
Si -7.872 -6.163 24.462 -0.342 0.324 -0.514
Si -5.15 -2.619 26.153 -0.231 -0.098 -0.067
Si 4.547 -6.034 0.93 0.302 -0.005 0.475
Si -2.059 0.869 27.749 0.043 0.004 -0.023
Si 4.977 -7.855 27.574 0.086 -0.009 -0.007
Si -4.912 3.299 1.497 0.274 0.113 0.499
Si 0.631 -0.472 27.113 0.039 -0.019 0.005
Si 0.109 -2.826 25.09 -0.292 0.18 -0.607
Si -3.875 -3.467 0.275 -0.356 0.034 0.587
Si 3.894 1.511 -3.667 -0.141 0.05 -0.058
Si -10.423 -0.411 26.986 0.019 -0.013 -0.082
Si 2.736 5.373 -1.458 0.02 -0.021 0.025
Si 0.764 -3.542 1.228 0.205 -0.191 0.528
Si -6.314 8.039 0.781 -0.027 0.068 0.178
Si -6.742 2.057 -0.473 -0.024 0.023 0.157
Si -2.126 0.427 1.293 0.077 0.008 0.01
Si -4.91 -7.561 27.905 -0.088 -0.012 -0.082
Si -3.169 5.009 1.38 -0.033 -0.015 0.006
Si 5.423 8.01 1.098 0.35 0.551 0.47
Si -5.951 4.591 25.757 0.022 -0.017 -0.098
Si -10.477 -3.964 1.126 0.017 -0.463 0.404
Si 0.151 4.651 27.123 0.078 -0.076 0.068
Si -7.002 -7.327 -1.985 -0.067 -0.057 0.169
Si -8.195 0.606 24.906 0.03 -0.357 -0.433
Si -7.876 -0.257 1.345 -0.025 -0.15 0.681
Si 3.653 -3.795 -3.966 0.075 -0.017 -0.027
Si -2.755 -5.719 28.94 -0.004 0.171 -0.11
Si 0.792 1.819 -3.611 0.146 0.01 0.063
Si -3.267 -6.726 -3.896 -0.095 0.103 0.063
Si 5.177 4.288 -3.018 -0.051 -0.035 0.053
Si 5.242 -3.331 26.105 0.072 0 -0.155
Si -6.6 -2.326 -2.945 -0.198 0.028 0.009
Si -9.078 -2.163 -0.977 0.032 -0.023 0.081
Si 2.133 -7.023 27.449 -0.044 -0.049 -0.058
Si 4.864 5.411 27.86 -0.005 0.041 -0.082
Si -5.322 2.893 28.2 -0.05 -0.003 -0.104
Si -5.257 -4.902 -2.153 0.104 -0.098 0.031
Si -2.762 -0.625 -0.76 0.284 0.234 0.575
Si -6.766 -5.054 27.089 -0.03 -0.024 0.014
Si 2.906 0.022 1.394 -0.321 -0.561 0.17
Si 4.626 -1.329 -2.448 -0.089 -0.095 0.05
Si 5.187 2.244 1.435 0.154 0.059 0.701
Si -9.414 3.746 -0.555 0.039 -0.047 0.056
Si 3.276 5.677 1.376 0.195 -0.347 0.438
Si -0.112 -0.944 -2.575 0.04 -0.044 0.125
Si 2.229 -1.368 -0.421 0.018 0.492 0.443
Si -6.104 0.163 27.051 -0.028 0.065 -0.066
Si -1.43 -5.416 0.359 0.137 -0.044 0.11
Si -8.129 5.637 1.59 0.05 -0.077 0.743
Si -0.435 2.247 1.385 -0.271 -0.249 0.501
Si -2.514 5.657 -0.818 -0.141 -0.124 0.65
Si -1.422 -7.808 -1.663 0.005 -0.026 0.025
Si 1.616 7.938 -2.391 0.052 0.091 -0.019
Si -5.155 0.391 -2.405 0.056 -0.004 0.029
Si 0.002 3.746 -1.389 0.036 -0.052 0.209
Si -5.588 7.631 -4.44 0.084 0.056 -0.04
Si -1.358 1.353 10.878 -0.01 0.001 -0.005
Si 1.36 4.066 10.894 -0.002 0 0.003
Si -1.382 6.805 10.867 0.012 0 0.003
Si 1.322 9.519 10.879 -0.01 -0.018 0.01
Si -1.367 -4.086 10.883 0 0.005 0.007
Si 1.359 -1.355 10.885 0.011 0.003 -0.002
Si 4.088 1.378 10.877 0.035 0.016 0.007
Si 6.797 4.066 10.869 -0.025 -0.012 0.009
Si 4.069 6.778 10.889 -0.007 -0.011 -0.003
Si 6.814 9.5 10.903 0.004 0.007 0
Si 4.066 -4.072 10.872 -0.012 -0.009 -0.006
Si 6.814 -1.349 10.891 0.007 0.014 0.004
Si -6.799 1.367 10.865 -0.003 0.002 0.003
Si -4.087 4.096 10.858 0.019 0.016 -0.01
Si -6.806 6.798 10.88 -0.014 -0.004 0.002
Si -4.095 -6.791 10.888 -0.01 0 0.003
Si -6.776 -4.075 10.913 0.005 0.005 0.006
Si -4.073 -1.359 10.88 -0.002 0 0.003
Si -2.714 0 12.245 0.012 -0.002 -0.001
Si -0.008 2.713 12.252 0.006 -0.005 0.01
Si -2.74 5.447 12.232 -0.015 -0.011 -0.001
Si -0.029 8.16 12.237 -0.002 0.013 0.01
Si -2.728 -5.44 12.246 0.01 -0.004 -0.002
Si -0.007 -2.718 12.235 0.008 -0.003 -0.001
Si 2.726 0.005 12.23 -0.008 0.003 -0.004
Si 5.445 2.724 12.244 -0.002 0.005 0.003
Si 2.708 5.433 12.258 0.001 0.001 0.017
Si 5.437 8.141 12.247 0.005 -0.005 -0.003
Si 2.703 -5.436 12.222 0.012 0.006 -0.009
Si 5.438 -2.721 12.232 -0.005 -0.005 -0.011
Si -8.141 0.006 12.241 -0.009 0.002 0.005
Si -5.44 2.733 12.223 -0.012 0.015 -0.004
Si -8.163 5.434 12.229 0.005 0.005 0
Si -5.45 8.16 12.246 0.002 -0.002 0.001
Si -8.145 -5.454 12.256 -0.003 -0.005 -0.002
Si -5.418 -2.714 12.264 -0.007 -0.007 0.003
Si -1.355 -1.359 13.609 -0.004 -0.008 0.005
Si 1.363 1.352 13.6 0.002 -0.01 -0.003
Si -1.389 4.085 13.596 -0.002 0.026 -0.012
Si 1.335 6.81 13.598 -0.01 0.014 -0.001
Si -1.386 9.51 13.606 0.004 -0.003 -0.008
Si 1.345 -4.083 13.589 -0.005 0 0.003
Si 4.08 -1.361 13.588 0.003 0.005 0.004
Si 6.822 1.371 13.588 -0.009 -0.003 -0.004
Si 4.08 4.073 13.605 0.02 -0.011 -0.001
Si 6.805 6.783 13.604 0 -0.002 -0.003
Si 4.07 9.527 13.58 -0.019 0.003 0.002
Si 6.795 -4.094 13.592 0.006 -0.009 -0.004
Si -6.788 -1.354 13.61 0.006 0.001 0.007
Si -4.08 1.374 13.59 0 0.001 -0.01
Si -6.789 4.093 13.593 -0.012 -0.007 -0.003
Si -4.093 6.799 13.609 0.01 0.003 -0.002
Si -6.792 9.51 13.63 -0.008 -0.001 0.006
Si -4.064 -4.08 13.622 0.003 0.002 0.002
Si 0.007 0.001 14.969 0.011 0.008 -0.001
Si 2.72 2.71 14.959 -0.008 0.008 0.002
Si -0.049 5.464 14.95 0.01 -0.007 0.005
Si 2.695 8.191 14.941 0.004 0.009 0.002
Si -0.024 10.878 14.945 -0.018 -0.023 -0.007
Si 2.706 -2.723 14.942 -0.008 -0.006 0.01
Si 5.459 0.004 14.92 0.033 0.018 -0.005
Si 8.187 2.728 14.947 0.005 0.014 -0.009
Si 5.449 5.422 14.96 -0.019 -0.015 0.001
Si 8.164 8.134 14.98 -0.002 -0.011 -0.003
Si 5.437 10.865 14.961 -0.008 0.001 -0.002
Si 8.166 -2.741 14.942 -0.025 -0.002 -0.001
Si -5.42 0.011 14.963 -0.019 -0.007 0.003
Si -2.745 2.734 14.978 -0.01 -0.019 0.004
Si -5.444 5.444 14.983 -0.004 0.011 -0.005
Si -2.739 8.153 14.976 -0.006 0.001 -0.005
Si -5.415 -5.451 14.982 0.023 0.008 0
Si -2.704 -2.717 14.98 0.019 -0.002 0.003
O -10.004 3.858 23.011 -0.256 0.156 0.07
O -4.322 1.667 24.212 -0.285 -0.598 -0.068
O -3.329 4.883 23.086 -0.124 0.356 -0.048
O -7.764 5.905 23.001 -0.069 -0.071 -0.485
O -10.557 2.768 0.011 -0.142 -0.118 -0.429
O -9.523 6.623 24.843 -0.105 -0.199 0.265
O -4.223 7.935 26.685 0.243 0.174 0.05
O 0.196 7.927 24.548 -0.22 0.16 0.365
O -10.706 -3.053 24.554 -0.164 0.253 0.221
O -1.277 -6.651 23.485 -0.003 0.104 -0.021
O -5.73 -2.705 24.639 -0.177 -0.344 0.14
O 3.249 -5.618 24.549 -0.016 -0.371 0.443
O 3.261 2.613 26.122 -0.36 0.1 0.218
O -1.928 2.633 24.751 -0.372 0.086 0.049
O 2.13 6.236 24.427 0.187 0.208 0.077
O 3.014 0.47 24.554 0.249 -0.417 0.026
O -9.375 -0.001 25.824 -0.182 -0.287 -0.277
O 0.611 -1.534 25.913 0.335 0.156 -0.126
O 4.867 2.732 -3.279 0.313 -0.378 0.028
O -6.547 -8.058 -3.325 -0.298 -0.225 -0.109
O -5.508 2.989 -0.009 -0.073 0.309 -0.288
O -5.297 1.325 27.811 0.381 -0.192 0.211
O -4.916 7.375 24.222 0.137 -0.386 -0.202
O -6.632 -7.025 23.887 0.078 -0.017 0.281
O -9.105 4.905 0.514 -0.385 0.198 -0.088
O -5.982 -3.627 27.135 -0.131 0.094 0.338
O 0.34 3.496 25.988 0.763 -0.322 0.027
O 4.016 1.185 0.988 -0.05 0.108 -0.31
O -3.597 -1.974 -0.33 -0.202 0.147 -0.049
O -7.265 -0.402 27.985 -0.035 -0.162 -0.255
O -10.591 7.29 -2.982 -0.088 0.001 -0.019
O -2.912 -5.096 24.752 -0.444 -0.248 0.19
O -10.632 3.197 25.435 -0.033 -0.67 0.166
O -0.014 8.12 2.256 -0.126 0.005 -0.474
O 3.643 4.189 24.02 0.313 -0.204 -0.326
O -6.977 0.936 0.676 0.583 0.212 -0.067
O -9.712 -3.467 -0.242 0.105 -0.359 -0.332
O -6.311 1.343 -1.829 -0.44 0.067 -0.484
O -1.544 -0.994 -1.797 0.007 -0.18 -0.029
O -7.705 5.941 29.126 0.164 0.029 -0.401
O 4.42 0.167 -2.982 0.055 0.064 -0.115
O -6.175 3.684 27.074 -0.501 -0.033 0.259
O -5.184 6.147 -3.977 -0.359 -0.239 0.008
O 3.65 -7.046 28.01 0.114 0.293 0.492
O 3.419 4.957 -0.063 0.399 -0.405 -0.035
O -7.109 -7.004 1.401 -0.483 0.225 -0.266
O 1.333 4.616 -1.578 0.022 0.158 -0.335
O 1.726 6.145 1.612 -0.112 -0.371 -0.58
O 2.031 8.091 26.379 0.549 -0.056 -0.32
O -0.832 4.849 24.074 0.476 0.164 0.095
O 0.075 2.789 -0.085 0.469 0.138 -0.171
O -8.967 -7.158 25.129 -0.077 0.325 0.56
O -7.156 6.668 0.793 0.219 -0.244 -0.468
O -10.06 -6.948 27.988 0.344 -0.356 0.026
O -5.753 -6.275 27.394 0.04 -0.152 -0.108
O 5.216 -6.694 -2.094 0.286 0.208 -0.094
O -9.981 4.4 -1.904 0.414 0.432 0.119
O -2.436 -4.18 0.277 0.208 0.054 0.009
O -0.319 -2.416 1.739 -0.109 0.05 -0.015
O 2.446 6.963 -1.406 0.095 0.328 0.377
O 3.884 4.541 28.802 0.332 -0.012 0.068
O 3.628 -4.702 -2.636 -0.205 0.452 0.457
O 4.926 -2.704 1.695 -0.273 0.246 -0.193
O -4.578 5.411 25.943 0.311 -0.263 0.398
O 3.585 -1.645 -1.258 0.161 -0.108 0.3
O -10.572 5.063 -4.324 0.303 -0.421 -0.311
O -6.116 -7.959 -0.782 0.521 -0.077 -0.153
O 0.08 0.385 -3.471 -0.266 -0.274 -0.414
O 4.524 0.384 26.742 0.11 -0.117 0.154
O 0.577 -1.298 28.498 -0.101 -0.728 0.032
O -1.796 2.151 28.71 0.146 -0.168 0.374
O 2.363 1.78 -3.177 0.061 0.216 0.268
O 1.347 7.091 -3.728 0.189 -0.042 -0.161
O 3.464 -6.025 -0.332 -0.435 -0.1 0.028
O 4.097 7.082 1.365 -0.231 0.168 0.247
O -2.187 -7.61 -3.075 0.077 -0.436 -0.313
O -2.045 7.221 -0.9 -0.123 0.136 0.125
O -2.681 -5.027 27.47 -0.062 -0.397 0.096
O -5.183 -1.093 26.667 0.48 0.145 -0.066
O -2.656 5.576 -4.14 0.128 0.325 0.452
O -8.599 -7.496 -1.881 -0.103 0.468 0.1
O -4.542 3.652 -3.673 0.183 -0.214 0.572
O 1.217 4.494 28.332 -0.017 0.132 -0.05
O -7.148 5.676 25.606 0.221 0.587 0.448
O -7.295 -5.175 25.581 -0.043 0.414 0.156
O 0.041 -4.741 0.39 0.435 -0.342 -0.706
O 2.55 -7.077 -2.606 -0.253 0.278 -0.541
O 3.77 4.991 -2.624 -0.013 0.36 -0.356
O -0.085 2.823 -2.705 -0.481 0.3 -0.413
O -2.344 -0.012 24.448 -0.086 -0.341 0.492
O 1.88 -5.576 26.777 -0.372 0.269 0.241
O 0.388 6.096 26.456 0.086 0.124 0.13
O -10.701 -2.004 26.94 0.1 -0.23 0.07
O -8.551 2.114 24.404 0.409 -0.21 -0.343
O -3.798 0.37 -1.526 0.062 0.541 0.232
O 1.043 -0.932 -1.438 -0.11 0.259 0.193
O -1.755 -6.243 1.704 -0.434 0.166 -0.027
O -1.054 -3.613 25.909 0.014 -0.141 0.247
O -4.087 -5.752 -2.884 0.371 0.037 -0.108
O 1.375 -3.826 24.91 0.019 -0.212 -0.294
O 1.061 -7.204 28.637 -0.049 -0.489 -0.09
O 5.044 -8.084 25.979 -0.351 -0.212 -0.153
O -0.663 0.484 27.047 0.05 0.424 -0.456
O -1.4 4.528 27.591 -0.461 0.521 -0.289
O -8.062 2.907 -0.795 0.015 -0.116 -0.281
O 1.932 0.464 26.961 -0.022 0.076 0.344
O 1.806 -2.796 0.238 0.259 -0.35 -0.134
O 0.172 -7.983 -1.815 0.05 -0.016 0.321
O -4.934 7.806 1.598 0.054 0.319 -0.093
O -8.07 -5.135 28.058 0.015 0.145 0.374
O -10.373 7.654 -0.413 -0.002 -0.517 -0.02
O -4.824 -4.368 -0.686 -0.373 -0.439 0.389
O -4.864 0.987 -3.863 0.123 -0.247 -0.139
O -10.193 -1.45 -1.889 0.164 0.194 -0.181
O -9.8 -0.029 28.435 -0.286 0.111 0.256
O -2.664 -0.346 28.614 -0.327 -0.227 -0.284
O -5.896 7.801 28.747 -0.103 0.07 -0.169
O -6.804 0.77 25.727 0.35 0.46 -0.186
O -5.988 3.665 24.419 -0.369 0.02 -0.118
O -10.256 -4.61 26.666 0.191 -0.281 -0.379
O -5.729 -1.098 -2.409 0.04 -0.005 -0.048
O -3.879 3.611 28.312 0.061 0.032 0.066
O -7.848 -2.578 -1.948 -0.216 -0.175 -0.243
O 4.385 -2.39 -3.642 0.058 0.122 -0.457
O -8.591 -1.116 0.16 -0.223 0.083 0.086
O 4.262 5.144 26.377 -0.348 0.386 -0.242
O -1.278 4.715 -1.295 -0.058 0.05 -0.411
O -3.71 -7.019 28.839 0.123 -0.388 0.293
O 3.656 -3.641 26.239 -0.218 0.31 0.394
O -1.64 -6.43 -0.859 -0.157 -0.044 -0.077
O -6.618 -5.763 -2.031 -0.352 0.413 -0.095
O -7.007 -2.048 -4.488 -0.304 0.395 -0.092
O 0.048 -2.158 -3.634 -0.263 -0.148 -0.086
O 4.885 6.988 28.24 -0.244 -0.044 0.394
O -3.591 -2.998 26.14 0.271 0.429 0.112
O -3.087 1.25 26.569 -0.438 0.218 0.196
O -5.622 -3.604 -3.02 0.392 0.076 -0.278
O -2.552 6.661 24.908 0.492 0.262 0.422
O -3.772 5.401 -1.825 -0.525 -0.048 0.196
O -9.917 4.891 27.99 0.372 -0.296 -0.573
O 2.145 -3.525 -4.436 0.05 -0.226 0.112

Results
total energy: -100340.980 eV
total energy less fixed offsets of O -438.25, Si -107.07 eV per atom: -2.530 eV
